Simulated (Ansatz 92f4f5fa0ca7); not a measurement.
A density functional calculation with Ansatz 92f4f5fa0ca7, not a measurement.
Periodic cell of 276 atoms, Si168O108, from a study of silicon, its oxide and their interface. The atomic structure is a simulated model.
Doubt: the cutoff is low for norm-conserving oxygen, so forces and energies are approximate.
Doubt: the program's own warning below bears on the result.
This geometry differs little from another in the collection (a relaxation step or a small displacement).

Settings
functional: HSE06
potential files: SPMS norm-conserving
basis: plane waves
wave-function cutoff: 800 eV
density cutoff ratio: 4
exchange-correlation grid ratio: 1
k mesh: 1 x 1 x 1, Gamma-centred
occupations: fixed
spin: none
net charge: 0

Cell vectors (angstrom)
a, 11.6015, 0, 0
b, 0, 13.3963, 0
c, 0, 0, 30.7179

Atoms: element, x, y, z (angstrom)
Si, -0.0697, 0.0486, 23.9245
Si, 3.9157, -0.0565, 24.2257
Si, 7.5615, -0.0807, 24.203
Si, 1.8889, 3.4085, 23.6126
Si, 5.6752, 3.2504, 24.035
Si, 9.5109, 3.37, 23.9393
Si, 0.0716, 6.7451, 23.8709
Si, 4.0454, 6.6267, 23.7432
Si, 7.9224, 6.722, 24.2444
Si, 1.8554, 10.1217, 24.0009
Si, 5.7551, 10.2014, 24.1244
Si, 9.6109, 10.085, 23.9091
Si, -0.0465, 2.3121, 24.5805
Si, 3.7089, 2.2402, 24.7579
Si, 7.6505, 2.1988, 24.8123
Si, 2.0309, 5.5942, 24.566
Si, 5.8995, 5.545, 24.7078
Si, 9.8101, 5.5436, 24.8968
Si, -0.0546, 8.9494, 24.7349
Si, 3.8405, 8.9024, 24.5865
Si, 7.6992, 9.0006, 24.8053
Si, 1.8717, 12.3256, 24.8063
Si, 5.746, 12.2717, 25.2501
Si, 9.626, 12.2938, 24.7612
Si, -0.0178, 2.2586, 27.0402
Si, 3.7765, 2.2438, 27.1473
Si, 7.6936, 2.2217, 27.1767
Si, 1.9767, 5.5749, 27.0229
Si, 5.8328, 5.5682, 27.1106
Si, 9.7535, 5.5445, 27.2356
Si, -0.0209, 8.9228, 27.1224
Si, 3.8565, 8.8947, 27.0415
Si, 7.7317, 8.9462, 27.1687
Si, 1.9014, 12.2921, 27.1712
Si, 5.7757, 12.2655, 27.495
Si, 9.6589, 12.2831, 27.1469
Si, 1.874, 1.1218, 27.9488
Si, 5.7388, 1.1583, 27.9837
Si, 9.6596, 1.1309, 27.9201
Si, 0.0821, 4.4465, 27.9454
Si, 3.8779, 4.4814, 27.9245
Si, 7.758, 4.4583, 27.9462
Si, 1.9296, 7.7963, 27.8944
Si, 5.794, 7.8107, 27.9196
Si, 9.6678, 7.8076, 27.9513
Si, -0.0173, 11.153, 27.9437
Si, 3.8068, 11.1078, 27.969
Si, 7.7633, 11.1492, 28.0057
Si, 1.9336, 1.1164, 30.3229
Si, 5.8008, 1.1164, 30.3229
Si, 9.6679, 1.1164, 30.3229
Si, 0, 4.4654, 30.3229
Si, 3.8672, 4.4654, 30.3229
Si, 7.7343, 4.4654, 30.3229
Si, 1.9336, 7.8145, 30.3229
Si, 5.8008, 7.8145, 30.3229
Si, 9.6679, 7.8145, 30.3229
Si, 0, 11.1635, 30.3229
Si, 3.8672, 11.1635, 30.3229
Si, 7.7343, 11.1635, 30.3229
Si, 0, 0, 0.3944
Si, 3.8672, 0, 0.3944
Si, 7.7343, 0, 0.3944
Si, 1.9336, 3.3491, 0.3944
Si, 5.8008, 3.3491, 0.3944
Si, 9.6679, 3.3491, 0.3944
Si, 0, 6.6981, 0.3944
Si, 3.8672, 6.6981, 0.3944
Si, 7.7343, 6.6981, 0.3944
Si, 1.9336, 10.0472, 0.3944
Si, 5.8008, 10.0472, 0.3944
Si, 9.6679, 10.0472, 0.3944
Si, -0.0307, -0.0121, 2.7677
Si, 3.8514, -0.013, 2.7949
Si, 7.6802, -0.0161, 2.7263
Si, 1.9465, 3.3103, 2.7624
Si, 5.7382, 3.3471, 2.7384
Si, 9.6955, 3.3942, 2.7527
Si, -0.0154, 6.7013, 2.7457
Si, 3.9039, 6.738, 2.7565
Si, 7.7839, 6.6972, 2.7971
Si, 1.9476, 10.0399, 2.7858
Si, 5.8157, 10.064, 2.8031
Si, 9.6742, 10.0482, 2.7714
Si, -0.0115, 2.2202, 3.541
Si, 3.8435, 2.1895, 3.6687
Si, 7.7208, 2.2502, 3.3042
Si, 1.948, 5.5888, 3.3781
Si, 5.8341, 5.5703, 3.5003
Si, 9.7201, 5.5884, 3.7018
Si, 0.0119, 8.9209, 3.5539
Si, 3.8937, 8.9605, 3.6442
Si, 7.7545, 8.9397, 3.6003
Si, 1.9102, 12.2776, 3.5795
Si, 5.7825, 12.2916, 3.6616
Si, 9.5994, 12.2996, 3.5266
Si, -0.0512, 2.1998, 5.9089
Si, 3.7978, 2.1641, 6.1218
Si, 7.6914, 2.26, 5.5716
Si, 2.0241, 5.6065, 5.6672
Si, 5.9133, 5.5228, 5.8377
Si, 9.8397, 5.5555, 6.1893
Si, 0.0419, 8.8909, 5.9169
Si, 3.9454, 8.9657, 6.0714
Si, 7.7805, 8.927, 5.9935
Si, 1.9034, 12.2488, 5.9643
Si, 5.8164, 12.3313, 6.1067
Si, 9.5606, 12.3321, 5.8862
Si, 1.7301, 1.0134, 6.8911
Si, 5.919, 1.252, 6.7543
Si, 9.4981, 1.219, 6.6113
Si, 0.3357, 4.3666, 6.7267
Si, 3.9095, 4.4942, 6.5125
Si, 7.8381, 4.3517, 6.6248
Si, 2.013, 7.7533, 6.6554
Si, 5.8925, 7.6994, 6.6967
Si, 9.7311, 7.8617, 6.8438
Si, -0.1189, 11.1644, 6.529
Si, 3.8437, 11.2448, 6.8821
Si, 7.7329, 11.1437, 6.8963
O, 3.656, 4.763, 8.1217
O, -0.5455, 11.2983, 8.1074
O, 7.7735, 11.1073, 8.5697
O, 7.7653, 3.8867, 8.2243
O, 1.0404, 4.0858, 8.2312
O, 9.0831, 1.5213, 8.2066
O, 9.743, 8.1424, 8.49
O, 6.4395, 1.5908, 8.3157
O, 2.0357, 7.4963, 8.2863
O, 1.2651, 0.886, 8.4972
O, 3.6845, 11.4299, 8.5318
O, 6.0701, 7.3019, 8.2894
O, 9.2475, 3.449, 22.2948
O, 9.1961, 5.6162, 20.4676
O, 9.5314, 10.1469, 22.2532
O, 4.3569, -0.3754, 22.6541
O, 11.4768, 0.0112, 22.2633
O, 5.3389, 2.9426, 22.446
O, 7.0624, 13.1045, 22.6277
O, 1.6801, 10.4285, 22.3895
O, 11.7222, 6.8703, 22.2056
O, 1.9124, 3.4916, 21.9161
O, 8.8747, 10.0212, 19.6297
O, 4.2452, 6.3933, 22.097
Si, 8.1516, 2.0138, 11.9441
Si, 7.8068, 2.363, 8.8137
Si, 2.4408, 4.2782, 9.0732
Si, 6.9261, 10.824, 9.9394
Si, 0.3848, 13.8626, 18.2057
Si, 7.942, 10.2393, 12.8592
Si, 6.5318, 0.199, 16.7253
Si, 3.309, 1.6087, 10.6637
Si, 3.7025, 7.7884, 11.6456
Si, 11.3429, 7.2246, 15.3233
Si, 0.9312, 7.0578, 20.7982
Si, 5.3953, 7.774, 18.2348
Si, 15.1366, 10.625, 12.5728
Si, 5.5716, -2.1268, 14.73
Si, 2.592, -1.4931, 18.7109
Si, -0.3793, 11.2097, 9.6922
Si, 8.7643, 2.6384, 20.9545
Si, 17.4885, 5.7499, 15.834
Si, 12.747, 4.3882, 14.9288
Si, 2.1963, 2.9983, 17.5883
Si, -1.1254, 11.7164, 13.9815
Si, 10.5768, 13.5686, 20.9205
Si, 8.7317, 5.9194, 14.3877
Si, 5.7291, 12.3189, 22.1015
Si, 12.8889, 9.8325, 14.5657
Si, 15.7889, 12.1469, 9.9073
Si, 5.0216, 0.1353, 19.4846
Si, 16.7782, 2.7704, 12.9676
Si, 5.0028, 16.1891, 16.0524
Si, 13.0132, 9.9471, 20.8746
Si, 8.3246, 7.4522, 11.8531
Si, 9.5875, 0.4677, 16.0936
Si, 5.1339, 5.8886, 20.8189
Si, 10.6112, 7.0104, 18.2313
Si, 6.1166, 7.7676, 9.8208
Si, 8.1544, 8.6466, 19.1761
Si, 1.6584, 7.0043, 9.7784
Si, -1.0156, 8.2273, 9.879
Si, -1.6673, 10.5677, 20.7352
Si, 10.0593, -0.21, 11.4084
Si, 10.0281, 16.4725, 14.2328
Si, 1.5426, 4.2234, 20.484
Si, 3.7181, 9.8607, 16.6742
Si, 5.5946, 2.9451, 20.853
Si, 8.0967, 6.4675, 21.2541
Si, 0.8505, 0.401, 10.0036
Si, 3.8505, 5.3562, 13.6131
Si, 10.1445, 4.6285, 19.6075
O, -0.0692, 0.7386, 19.7421
O, 2.1784, 3.6158, 19.1087
O, 11.6548, 7.0219, 9.9019
O, 6.8775, 10.8022, 13.9242
O, 11.5347, 4.2635, 20.3396
O, 4.2482, 1.9629, 11.9189
O, 4.7724, 7.2951, 10.557
O, 4.8923, 4.375, 12.8091
O, 7.7475, 8.632, 12.8004
O, 8.5974, 6.7581, 22.7346
O, 4.2381, 9.1786, 12.2901
O, 3.6967, 2.7172, 17.0189
O, 9.6575, 8.04, 11.172
O, 7.1918, 2.7967, 20.7119
O, 9.2869, 4.4346, 14.6961
O, 2.3634, 9.6579, 15.7845
O, 7.3273, 7.0843, 10.6401
O, 8.1426, 0.2399, 16.7721
O, 9.385, 2.6997, 12.7698
O, 11.4143, 7.4979, 16.9233
O, 13.0801, 3.928, 16.4576
O, 5.7834, 11.9561, 10.0374
O, 5.0077, 1.666, 20.0433
O, 1.8604, 1.0381, 11.0957
O, 6.7343, 2.3068, 12.7204
O, 6.0951, 1.7058, 16.4319
O, 2.1568, 5.4923, 10.1032
O, 5.9116, 13.2532, 18.17
O, 4.6832, 2.477, 14.486
O, 9.304, 1.1385, 21.1511
O, 10.6991, 13.811, 17.2551
O, 3.4493, 11.476, 11.1935
O, 2.3212, 10.8387, 19.8943
O, 12.1168, 5.8668, 14.9738
O, 4.1269, 8.6278, 17.6633
O, 3.4395, 11.1805, 17.5504
O, 0.8925, -1.236, 10.0533
O, 11.6433, 16.7846, 14.2303
O, 7.9394, 2.5103, 10.4152
O, 9.2, 7.8031, 18.2679
O, 12.7817, 12.4502, 18.1427
O, 4.6064, 6.0247, 14.8838
O, 11.474, 7.2429, 19.5811
O, 14.1331, 4.5048, 14.0684
O, 10.8501, 12.7247, 12.7565
O, 9.384, 3.2141, 19.5612
O, 5.7614, 4.1999, 16.2591
O, 7.8796, 7.8797, 20.5524
O, 2.0977, 10.2218, 13.2116
O, 1.8483, 8.3878, 20.8031
O, -1.6535, 11.8713, 10.4515
O, 8.5859, 6.1569, 12.7817
O, 5.6644, 12.4637, 20.5169
O, 8.6179, 0.4432, 11.7989
O, 10.3539, 5.3882, 18.1846
O, 2.9951, 2.9381, 9.7869
O, 9.4203, 10.6244, 13.3993
O, 3.4655, 13.1634, 19.2281
O, 5.0092, -3.2764, 15.7284
O, 3.9517, 13.7591, 9.8272
O, 6.6608, 5.7555, 21.3623
O, 6.6963, 8.7545, 18.4591
O, 12.0594, 8.4347, 14.5251
O, 9.9302, 12.1571, 20.5213
O, 7.7076, 10.8228, 11.3584
O, 6.2312, 9.3749, 9.7973
O, 5.0009, 6.9587, 19.5973
O, -0.6295, 0.8293, 10.5386
O, 7.2885, 6.0547, 15.0947
O, 5.8141, 10.7469, 22.5429
O, 5.957, -0.8118, 15.5895
O, 3.4436, 6.6255, 12.7225
O, 4.8953, 4.3355, 20.3173
O, 5.8116, 6.6796, 17.1334
O, 9.7754, 12.608, 15.1131
O, -0.1515, 10.0523, 20.4606
O, 2.3081, 8.0164, 10.8576
O, -1.8946, 1.8698, 15.2749
O, 4.3964, 11.5124, 13.6301
O, 1.3748, 1.6205, 17.6864
O, 11.3672, 9.6447, 10.0537
O, 1.9319, 5.8032, 20.5528
O, 0.1676, 11.0124, 14.6639
O, 9.7758, 7.038, 14.9382

Results
free energy: -67412.580 eV
free energy less fixed offsets of O -447.96, Si -113.29 eV per atom: -0.180 eV
gap between the highest filled and lowest empty level on this k mesh: 1.423 eV

The program warned: the cutoff lies below the one the program advises for these potential files; the model core charge is not resolved on the grid; the forces do not sum to zero within the program's tolerance; the exchange-correlation potential is rough where the density is thin.
